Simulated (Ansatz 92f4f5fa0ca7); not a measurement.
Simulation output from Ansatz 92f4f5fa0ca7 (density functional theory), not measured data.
Periodic cell of 255 atoms, Si165O90, from a study of silicon, its oxide and their interface. The atomic structure is a simulated model.
Doubt: the cutoff is far below the 930 eV that the study's wrapper takes by default for these files, so forces and energies are approximate.

Settings
functional: PBE
potential files: Ansatz PAW
basis: plane waves
wave-function cutoff: 580 eV
density cutoff ratio: 5
exchange-correlation grid ratio: 1
k mesh: 1 x 1 x 1, Gamma-centred
self-consistency stop: 5e-08 eV per atom in the density residual
occupations: fixed
spin: none
net charge: 0

Cell vectors (angstrom)
a, 10.938, 0, 0
b, 0, 10.938, 0
c, 0, 0, 37.7024

Atoms and the computed forces on them: element, x, y, z (angstrom), force x, y, z (eV/angstrom)
Si, 0, 0, 0.683, 0.0176, -0.0499, -0.0074
Si, 5.469, 0, 0.683, -0.0219, 0.0085, 0.0173
Si, 2.7345, 2.7345, 0.683, 0.016, -0.0409, 0.0096
Si, 8.2035, 2.7345, 0.683, -0.0436, -0.0402, 0.0006
Si, 0, 5.469, 0.683, -0.0716, 0.0438, -0.0061
Si, 5.469, 5.469, 0.683, -0.0193, -0.0607, -0.0081
Si, 2.7345, 8.2035, 0.683, -0.0326, 0.0184, -0.0097
Si, 8.2035, 8.2035, 0.683, 0.0471, -0.0787, 0.0043
Si, 1.3673, 1.3673, 2.0503, 0.1012, -0.0889, 0.096
Si, 6.8362, 1.3673, 2.0503, -0.0064, 0.1365, -0.0946
Si, 4.1018, 4.1018, 2.0503, 0.1199, -0.0193, 0.0203
Si, 9.5708, 4.1018, 2.0503, -0.0269, 0.1403, 0.0015
Si, 1.3673, 6.8362, 2.0503, 0.0649, -0.0037, -0.0747
Si, 6.8362, 6.8362, 2.0503, 0.0858, -0.0582, 0.08
Si, 4.1018, 9.5708, 2.0503, -0.1175, 0.0458, -0.0098
Si, 9.5708, 9.5708, 2.0503, 0.1009, -0.0417, -0.0045
Si, 2.7345, 0, 35.6509, 0.0168, -0.0251, 0.0524
Si, 8.2035, 0, 35.6509, 0.0063, -0.0421, -0.028
Si, 0, 2.7345, 35.6509, -0.1285, -0.0234, -0.0049
Si, 5.469, 2.7345, 35.6509, -0.076, -0.0969, -0.0035
Si, 2.7345, 5.469, 35.6509, -0.0851, 0.0427, -0.0457
Si, 8.2035, 5.469, 35.6509, -0.0277, -0.0084, 0.0355
Si, 0, 8.2035, 35.6509, -0.0927, -0.0453, -0.0332
Si, 5.469, 8.2035, 35.6509, -0.0288, -0.1117, 0.0154
Si, 4.1018, 1.3673, 37.0181, 0.0227, 0.0014, 0.0095
Si, 9.5708, 1.3673, 37.0181, -0.0026, 0.0557, 0.013
Si, 1.3673, 4.1018, 37.0181, 0.0111, -0.005, 0.0033
Si, 6.8362, 4.1018, 37.0181, 0.0496, 0.041, -0.0095
Si, 4.1018, 6.8362, 37.0181, 0.0235, 0.039, 0.012
Si, 9.5708, 6.8362, 37.0181, 0.0167, 0.0391, -0.0057
Si, 1.3673, 9.5708, 37.0181, 0.0174, -0.0068, -0.0131
Si, 6.8362, 9.5708, 37.0181, -0.0083, 0.0293, 0.0066
Si, 0.2594, -0.2091, 27.384, -0.0001, 0.0043, -0.0073
Si, 5.7239, -0.2619, 27.6694, 0.0187, -0.0031, -0.0252
Si, 2.4423, 2.8841, 27.4335, 0.0022, 0.006, -0.0223
Si, 7.8155, 2.8543, 27.5982, -0.004, 0, -0.0201
Si, 0.2203, 5.1938, 27.3407, 0.0043, 0.0039, -0.0197
Si, 5.4316, 4.9863, 27.4433, 0.0043, 0.0005, -0.0213
Si, 2.5422, 8.4567, 27.5113, 0.008, 0.0188, -0.0186
Si, 7.8689, 8.3988, 27.6117, 0.002, 0.0013, 0.0023
Si, 1.3109, 1.3399, 28.8017, -0.0013, -0.0122, 0.011
Si, 6.7895, 1.3221, 29.0228, 0.0003, 0, 0.005
Si, 3.9802, 3.9459, 28.909, 0.009, 0.0058, 0.0109
Si, 9.514, 4.0932, 28.6971, -0.0014, 0.0021, 0.0058
Si, 1.3898, 6.7586, 28.7076, -0.0003, -0.0046, 0.0052
Si, 6.6311, 6.7317, 28.7101, -0.0055, 0.0055, 0.0064
Si, 4.064, 9.5693, 28.9085, -0.014, -0.0094, 0.0097
Si, 9.5299, 9.6147, 28.7499, 0.0019, 0.0021, -0.0025
Si, 2.7041, 0.032, 30.2222, -0.0042, 0.006, -0.0089
Si, 8.247, -0.0179, 30.2584, 0.0009, -0.0052, -0.0022
Si, -0.0874, 2.7184, 30.1336, 0.0051, -0.0013, 0.0048
Si, 5.3661, 2.6537, 30.31, -0.0035, 0.0047, -0.0064
Si, 2.7005, 5.4492, 30.19, 0.0008, -0.0022, -0.0034
Si, 8.1349, 5.465, 30.0846, -0.003, 0.0043, -0.0001
Si, -0.0252, 8.1667, 30.0683, -0.0056, 0.0066, -0.0011
Si, 5.3926, 8.1148, 30.201, 0.0113, 0.0012, -0.0073
Si, 4.033, 1.325, 31.6688, -0.0007, -0.0017, 0.0045
Si, 9.5696, 1.3699, 31.5965, -0.0009, 0.0045, 0.0004
Si, 1.3044, 4.0787, 31.5166, -0.0031, -0.0022, -0.0011
Si, 6.8106, 4.0898, 31.5261, 0.0004, -0.0001, 0.0022
Si, 4.0506, 6.7949, 31.5927, -0.0039, 0.0018, 0.0032
Si, 9.524, 6.8276, 31.4722, 0.0035, -0.0025, 0.0006
Si, 1.3244, 9.5327, 31.5017, -0.002, -0.0015, 0.0014
Si, 6.8167, 9.5121, 31.5309, -0.0019, 0.0004, 0.0023
Si, -0.0017, -0.0255, 32.9145, 0.0003, -0.0016, -0.0025
Si, 5.4585, -0.0559, 32.9332, 0.0007, -0.0006, -0.0006
Si, 2.6717, 2.7439, 32.9443, -0.0002, 0.0018, -0.0033
Si, 8.1749, 2.7339, 32.9209, 0.0011, -0.0009, -0.0021
Si, -0.0506, 5.4623, 32.875, 0.0005, 0.0003, -0.0022
Si, 5.4596, 5.4496, 32.9231, 0.0024, 0.0006, -0.0025
Si, 2.6886, 8.1905, 32.9142, 0.0008, -0.0003, -0.0022
Si, 8.1944, 8.1774, 32.9001, -0.0026, 0.0055, -0.0021
Si, 1.3466, 1.3472, 34.2959, 0.0011, 0.0002, 0.0006
Si, 6.8196, 1.3483, 34.2813, -0.0006, -0.0004, -0.001
Si, 4.0864, 4.0908, 34.2872, -0.0004, -0.0017, 0.0005
Si, 9.5532, 4.0972, 34.2785, -0.0004, 0.0011, -0.0004
Si, 1.332, 6.8139, 34.2709, -0.0014, 0.0017, 0
Si, 6.8299, 6.8243, 34.2816, -0.0003, -0.0001, 0
Si, 4.0765, 9.5407, 34.2896, 0.0026, 0.0011, -0.0008
Si, 9.5567, 9.5555, 34.2754, 0.0009, -0.0011, 0.0003
Si, 2.7532, 0.0068, 3.4487, -0.0003, 0.0011, -0.0004
Si, 8.2152, 0.0182, 3.3919, -0.0005, -0.0004, -0.0001
Si, 0.0209, 2.7601, 3.4016, -0.0008, -0.0005, 0.0001
Si, 5.4816, 2.7389, 3.4316, 0.0004, -0.0003, 0.0001
Si, 2.7518, 5.4807, 3.4084, 0.0001, 0.0001, -0.0002
Si, 8.2, 5.4594, 3.4471, 0.0004, 0.0003, 0.0003
Si, 0.023, 8.2063, 3.4207, 0.0028, 0.0009, 0.001
Si, 5.468, 8.2096, 3.4016, 0.0012, -0.0011, -0.0004
Si, 4.1454, 1.3744, 4.8262, 0.001, 0.0005, -0.0001
Si, 9.5768, 1.4015, 4.7352, 0.0001, 0.0022, 0.0021
Si, 1.4289, 4.0873, 4.7718, 0.0007, -0.0013, 0.002
Si, 6.8337, 4.0828, 4.8483, -0.0011, 0.0021, 0.0028
Si, 4.1308, 6.8279, 4.7778, 0.0021, 0.0012, 0.0029
Si, 9.6067, 6.8317, 4.7827, -0.0011, -0.0008, 0.0026
Si, 1.3975, 9.5506, 4.8187, -0.0006, 0.0013, 0.0013
Si, 6.8192, 9.6147, 4.7285, 0.0018, -0.0004, 0.0015
Si, 0.006, 0.0632, 6.0786, -0.0009, -0.0023, -0.0059
Si, 5.536, 0.0209, 6.2066, 0.0026, -0.0006, -0.001
Si, 2.8021, 2.76, 6.1899, 0.001, 0.0066, -0.0009
Si, 8.2148, 2.6709, 6.1969, 0.0017, -0.002, -0.0038
Si, 0.0679, 5.4353, 6.1267, 0.0004, 0.0004, 0.0003
Si, 5.4407, 5.4671, 6.2002, -0.0029, -0.0029, 0
Si, 2.8172, 8.1784, 6.1885, -0.0031, -0.0011, 0.0012
Si, 8.1956, 8.266, 6.0324, -0.0031, 0.0023, -0.0066
Si, 1.4222, 1.3456, 7.4697, -0.0025, 0.003, 0.0138
Si, 6.8857, 1.3343, 7.6949, -0.0043, 0.0021, -0.001
Si, 4.1012, 4.1158, 7.6781, 0.0069, -0.004, 0.0014
Si, 9.6667, 4.0189, 7.4657, -0.0039, 0.0057, -0.0034
Si, 1.4462, 6.7703, 7.5144, 0.0004, 0.0065, -0.005
Si, 6.8793, 6.9065, 7.4025, -0.0011, -0.0007, 0.0118
Si, 4.2121, 9.5609, 7.5626, -0.0031, -0.0012, 0.0007
Si, 9.4484, 9.736, 7.372, -0.0074, 0.0086, 0.0056
Si, 2.804, -0.0078, 8.8544, -0.0066, 0.0059, 0.006
Si, 8.2434, -0.0377, 9.142, 0.0081, -0.0073, -0.0023
Si, 0.049, 2.6438, 8.8874, 0.0126, -0.004, -0.0036
Si, 5.5697, 2.7547, 9.0637, -0.0092, 0.0114, 0.0011
Si, 2.6562, 5.4362, 9.1382, -0.0123, -0.0089, -0.0049
Si, 8.3121, 5.5102, 8.6238, -0.0068, 0.0046, 0.0039
Si, -0.0183, 8.3437, 8.4325, 0.0084, -0.0055, 0.0068
Si, 5.6437, 8.2475, 8.9378, 0.0117, -0.0051, 0.0024
Si, 3.8661, 1.5729, 10.2502, -0.0052, 0.0072, 0.0041
Si, 9.992, 1.0542, 10.3319, 0.0045, 0.0053, 0.0206
Si, 1.455, 3.6804, 10.4665, 0.006, -0.0103, 0.0355
Si, 6.8553, 4.5108, 10.1211, 0.0001, 0.0105, 0.0021
Si, 4.4699, 6.6463, 10.1332, 0.0183, -0.0021, 0.0221
Si, 9.5694, 7.0777, 9.797, 0.0022, -0.0077, 0.0007
Si, 1.1391, 9.6736, 9.9302, 0.0107, -0.0006, -0.009
Si, 7.2868, 9.1513, 10.5133, -0.0064, 0.0029, 0.0118
O, 3.0661, 13.4181, 19.1271, 0.001, 0.0018, -0.0001
O, 14.1234, 2.2058, 26.0994, -0.0076, 0.009, 0.0046
O, 8.614, 7.2782, 21.587, -0.0044, -0.003, 0.0027
O, 8.4738, 8.0033, 10.6303, -0.0016, 0.0021, 0.0017
O, 5.1772, 0.5218, 26.3413, 0.002, -0.0021, 0.0075
O, 4.3909, 5.2155, 26.1469, 0.0064, -0.0007, 0.0133
O, 5.5919, 5.4861, 10.492, 0.0015, 0.0063, 0.0002
O, 20.8082, 19.204, 19.534, 0.002, 0.0003, 0.0054
O, 4.2197, 5.1692, 13.1067, 0.0014, 0.0054, 0.0069
O, -9.487, 11.1484, 15.4701, 0.0047, -0.0012, 0.0015
O, 7.8311, 4.4945, 11.458, -0.0083, 0.0005, -0.0091
O, 2.7683, 13.6478, 10.7155, 0.0015, -0.0159, -0.0042
O, 7.6978, 39.959, 18.4502, -0.001, 0.0003, 0.0004
O, 0.155, -0.1496, 10.6609, -0.0057, 0.0056, -0.0001
O, 9.6944, 1.7213, 11.826, -0.0042, -0.0094, -0.0128
O, 6.8165, 15.7571, 13.8453, 0.0031, -0.0006, 0.0003
O, 1.3222, 12.91, 23.8636, -0.0001, -0.0009, -0.0026
O, 10.5431, 27.7921, 25.9667, 0.0061, -0.0066, 0.0095
O, 17.5921, -8.3557, 22.4721, 0.001, 0.0057, 0.0019
O, -13.237, 17.2923, 24.1078, 0.0118, 0.0039, -0.0138
O, 7.4841, 12.831, 19.8703, 0, 0.0016, 0.0004
O, -5.3404, -4.7626, 19.609, -0.0005, 0.0022, -0.0001
O, -7.9836, 10.6726, 25.0869, 0.0009, 0.004, -0.0039
O, 21.6176, 5.8991, 20.5963, -0.0002, 0.0036, 0.0005
Si, 0.1619, 22.7752, 24.3014, 0.0003, 0.0009, 0.0036
Si, 15.1454, 1.7501, 18.1779, 0.0009, 0.0023, 0.001
Si, 1.8888, 25.1299, 23.0138, 0.0007, 0.0035, 0.0003
Si, -13.5813, 1.9315, 24.7536, -0.0028, 0.001, 0.0043
Si, 6.8204, 14.8652, 23.3355, -0.0022, 0.0003, 0.0052
Si, 28.7022, 5.7975, 18.6336, 0.0022, 0.0021, 0.0016
Si, -6.1256, 29.4503, 22.9367, 0.0015, 0.0006, 0.0033
Si, -0.4926, 35.6047, 12.8428, 0.0006, 0.0032, -0.0049
Si, 27.1967, 4.1958, 13.7858, -0.0025, 0.0016, -0.0057
Si, -6.2419, 34.1041, 13.1419, -0.0018, 0.0038, -0.0062
Si, 43.6518, 26.1462, 20.797, -0.0005, 0.0015, -0.0015
Si, 10.8719, 3.2795, 17.9457, -0.0019, 0.0028, 0.0024
Si, -7.4963, 6.5533, 12.8135, 0.0077, -0.0016, -0.0014
Si, 36.793, 22.8559, 25.3563, 0.0023, -0.0048, 0.002
Si, -4.3948, 9.7581, 13.6796, -0.0029, -0.0037, -0.0025
Si, 3.1552, 9.1008, 24.6685, 0.0012, -0.001, 0.0021
Si, -17.7815, 39.2039, 20.1507, 0.0003, -0.0013, -0.0027
Si, 29.6283, 17.5464, 22.7666, 0.0007, 0.0061, 0.0072
Si, 5.9662, 23.3627, 20.3275, 0.0006, 0.0001, -0.0058
Si, 20.9621, -3.7562, 14.0693, 0.0043, 0.006, -0.0008
Si, 15.1731, 8.3649, 15.0951, -0.0013, -0.0003, -0.0012
Si, -24.6101, 26.7748, 13.0014, -0.0026, -0.0039, -0.0017
Si, -7.7388, -15.1946, 17.4018, 0.0011, 0, 0.0003
Si, -16.858, 4.3377, 16.8525, 0.0005, -0.0006, -0.0004
Si, 14.5105, 36.1012, 20.4787, 0.0025, 0.0007, -0.0018
Si, -11.7892, 7.3988, 20.902, -0.0015, 0.0021, -0.0002
Si, -1.8527, -3.0126, 18.1345, -0.0021, 0.0039, 0.0015
Si, 13.9904, 0.3784, 15.5062, -0.0009, 0.0022, 0.0006
Si, 11.201, -4.8268, 16.5491, 0.001, 0.0008, 0.0022
Si, -15.8099, 12.122, 23.0887, 0.0019, -0.0012, 0.0016
Si, 11.7853, 29.1469, 11.746, -0.0031, 0.0002, -0.0046
Si, 0.4004, 19.8261, 23.3709, 0.0013, -0.0032, 0.0042
Si, -12.885, 20.6647, 15.7068, 0.001, 0.0005, 0.0021
Si, -1.3596, -3.905, 25.2456, -0.0052, 0.0135, 0.0065
Si, 25.9709, 4.9943, 24.5382, 0.0023, 0.003, 0.0012
Si, -24.4091, 14.1492, 19.6091, -0.0011, 0.0028, -0.0027
Si, 0.1603, 23.0597, 15.5854, -0.0013, 0.0038, -0.002
O, 3.6553, 16.0482, 17.3209, 0.0021, 0.0012, -0.0011
O, 15.1347, 7.3934, 21.4347, 0.0019, 0.0037, 0.0026
O, 4.0761, 28.3242, 23.8429, -0.0006, -0.0057, -0.0024
O, -3.6889, 5.1213, 22.3436, 0.0008, 0.0018, 0
O, -21.4824, 34.8612, 16.9686, 0.0014, -0.0008, -0.0016
O, 10.9671, 18.8501, 12.974, 0.0013, 0.0041, 0.0034
O, 14.1467, 18.0587, 18.9815, 0.0018, 0.0004, 0.0003
O, 21.8144, 6.1084, 14.9526, -0.001, 0.0008, -0.0006
O, -3.2242, -11.85, 14.7627, -0.0005, 0.0044, 0.0013
O, -2.5563, 12.8097, 26.3822, -0.0036, 0.0085, 0.0103
O, -6.082, 25.8271, 15.3031, 0.003, 0.0011, -0.0016
O, -1.1122, -10.757, 15.7231, 0.0001, 0.0029, 0.0004
O, 4.264, -3.3519, 16.5343, 0.0014, 0.0045, -0.0032
O, 3.6575, 9.8368, 15.3497, 0.0031, 0.0001, 0.0025
O, 7.9128, -7.4341, 24.4631, 0.001, 0.0001, -0.0032
O, 5.8985, 11.3742, 21.6289, 0.0003, 0.0024, 0.0026
O, -4.2749, 25.8101, 27.0437, 0.0004, -0.0137, 0.0093
O, -3.3328, 4.5941, 19.3667, 0.002, -0.0003, -0.0011
O, 23.8206, 6.1851, 12.2689, -0.0018, -0.0023, 0.0034
O, 6.7837, -23.2748, 27.0958, -0.0049, 0.006, 0.0001
O, -25.8702, 20.3899, 12.1135, 0.0054, -0.003, -0.022
O, 37.2705, 41.8034, 23.6804, -0.0025, 0.0026, -0.002
O, 1.3256, 25.8934, 26.8999, -0.0001, -0.0026, 0.0075
O, 12.8663, 8.5538, 23.7696, -0.0035, 0.003, -0.0035
O, 14.2025, 18.4297, 14.1194, -0.0013, 0.0004, -0.0015
O, -17.2197, 12.2884, 23.9091, -0.0054, 0.0002, 0.0028
O, -16.0906, 22.1239, 13.6998, -0.0019, 0.0057, 0.0032
O, -2.1481, 17.3391, 13.3183, -0.0029, 0, 0.002
O, 1.6964, -4.0999, 16.8175, 0.0001, 0.0019, -0.0002
O, -0.5292, -2.7067, 24.5343, -0.0054, -0.0074, 0.0014
O, 27.0252, 13.8398, 20.5536, -0.0008, 0.0022, 0.0009
O, 0.6916, 36.8665, 22.2146, 0.0018, 0.0003, 0.0005
O, 11.073, 11.4314, 25.8913, -0.0003, -0.0035, 0.0142
O, -9.676, -1.4975, 27.1614, 0.0024, -0.006, -0.0008
O, 6.3085, 27.1631, 17.1628, -0.0008, 0.0007, -0.0011
O, -6.7394, 18.2945, 11.6104, 0.0004, -0.0048, -0.0131
O, -16.2123, -2.4187, 14.313, 0.0034, 0.0028, 0.0014
O, 16.136, 13.8677, 17.6295, -0.0002, 0.0049, -0.0014
O, 9.3933, 36.312, 20.8949, -0.0001, 0.0012, 0.0007
O, 2.8462, 13.6366, 21.8133, -0.002, 0.0011, 0.0023
O, -25.5856, 0.7923, 24.1831, 0.0026, 0.0034, -0.003
O, 33.0688, 15.5177, 17.0398, -0.0003, 0.0022, -0.0003
O, 6.4368, 18.4649, 23.0023, 0.0088, -0.0022, -0.0021
O, 21.6503, 17.3632, 10.8309, -0.0078, 0.0044, -0.0057
O, -2.3605, 18.6366, 26.3187, -0.0046, 0.0004, -0.0084
O, 24.5946, 15.1654, 24.0605, 0.0016, 0.0007, -0.0025
O, 26.1483, 22.6599, 11.6461, -0.0026, 0.0081, -0.008
O, 31.1746, 13.9008, 18.2591, 0.0012, 0.0022, 0.0007
O, -5.7791, 0.7547, 19.083, 0, 0.0021, -0.0002
O, 11.5429, 25.4906, 19.4409, 0.0019, 0.0013, -0.0006
O, 31.9107, 17.8402, 17.3266, 0.0045, -0.0007, -0.0027
O, 0.2101, 32.3826, 23.3554, 0, 0.0018, -0.0041
O, -16.545, -8.1537, 12.9737, 0.0012, 0.0036, 0.0062
O, 3.2832, -13.6712, 26.043, -0.0049, -0.0017, 0.0115
O, -18.452, 15.8625, 20.501, -0.0002, 0.0022, -0.0001
O, 9.6487, 19.358, 15.0231, 0.0018, -0.0036, -0.0019
O, 1.6163, -2.4095, 11.0335, 0.0025, 0.0063, -0.0018
O, 11.0217, 23.9413, 14.1979, -0.0012, 0.0036, -0.0021
O, 3.4863, 1.3227, 14.2376, 0.0036, 0.0017, 0.0001
O, 31.5751, 12.5938, 24.0181, 0.0001, 0.0008, -0.0041
O, -10.8196, 8.243, 21.9039, -0.0028, 0.0028, 0.0055
O, 8.7396, 9.2767, 17.2724, 0.0004, 0.004, -0.0012
O, 16.3247, 26.0663, 24.0138, -0.0039, 0.0034, -0.002
O, -1.6055, 14.7593, 13.4461, -0.0015, 0.0027, 0.0016
O, 14.4604, 11.9159, 16.9411, 0.0002, -0.0006, -0.0025
O, 22.525, 14.5276, 11.944, 0.0124, 0.008, -0.0274

Results
free energy: -156076.987 eV
free energy less fixed offsets of O -568.88, Si -635.61 eV per atom: -2.137 eV

The program warned: the cutoff lies below the one the program advises for these potential files; the exchange-correlation potential is rough where the density is thin.
